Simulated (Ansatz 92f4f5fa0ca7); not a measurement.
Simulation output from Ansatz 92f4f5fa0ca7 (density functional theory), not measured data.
Periodic cell of 363 atoms, Si241O122, from a study of silicon, its oxide and their interface. The atomic structure is a simulated model.
Doubt: the cutoff is far below the 930 eV that the study's wrapper takes by default for these files, so forces and energies are approximate.
This geometry differs little from another in the collection (a relaxation step or a small displacement).

Settings
functional: PBE
potential files: Ansatz PAW
basis: plane waves
wave-function cutoff: 580 eV
density cutoff ratio: 5
exchange-correlation grid ratio: 1
k mesh: 1 x 1 x 1, Gamma-centred
self-consistency stop: 5e-08 eV per atom in the density residual
occupations: fixed
spin: none
net charge: 0

Cell vectors (angstrom)
a 11.6015 0 0
b 0 13.3963 0
c 0 0 41.1921

Atoms and the computed forces on them: element, x, y, z (angstrom), force x, y, z (eV/angstrom)
Si 0 2.2327 1.1851 0.0905 0.0074 -0.0352
Si 3.8672 2.2327 1.1851 -0.0271 0.037 0.0448
Si 7.7343 2.2327 1.1851 -0.0058 -0.0471 0.0556
Si 1.9336 5.5818 1.1851 -0.0571 -0.0651 -0.0501
Si 5.8008 5.5818 1.1851 0.0231 -0.0435 -0.0308
Si 9.6679 5.5818 1.1851 0.0678 0.0215 0.0448
Si 0 8.9308 1.1851 -0.022 0.0077 0.0311
Si 3.8672 8.9308 1.1851 -0.0142 0.0092 -0.0172
Si 7.7343 8.9308 1.1851 -0.0047 0.0073 -0.0281
Si 1.9336 12.2799 1.1851 -0.0008 0.0031 0.0097
Si 5.8008 12.2799 1.1851 0.0078 -0.0001 0.0472
Si 9.6679 12.2799 1.1851 0.0023 0.0376 -0.0014
Si 1.9336 1.1164 1.9745 -0.1243 0.0203 0.0013
Si 5.8008 1.1164 1.9745 -0.0103 0.0742 -0.0246
Si 9.6679 1.1164 1.9745 0.0928 -0.1036 -0.0391
Si 0 4.4654 1.9745 0.0933 0.0118 0.0248
Si 3.8672 4.4654 1.9745 -0.0156 0.0361 -0.0107
Si 7.7343 4.4654 1.9745 -0.1234 0.1059 -0.0287
Si 1.9336 7.8145 1.9745 0.0721 -0.0177 -0.0177
Si 5.8008 7.8145 1.9745 0.018 -0.0172 -0.0121
Si 9.6679 7.8145 1.9745 -0.0693 0.0626 0.019
Si 0 11.1635 1.9745 -0.0117 0.0159 0.004
Si 3.8672 11.1635 1.9745 -0.0729 -0.0627 -0.0196
Si 7.7343 11.1635 1.9745 -0.0358 -0.0584 -0.0117
Si 1.9336 1.1164 4.3426 -0.2568 0.065 0.0549
Si 5.8008 1.1164 4.3426 -0.1074 0.219 -0.0144
Si 9.6679 1.1164 4.3426 0.2847 -0.213 -0.0345
Si 0 4.4654 4.3426 0.2315 -0.0018 -0.5761
Si 3.8672 4.4654 4.3426 -0.0156 0.0945 -0.0051
Si 7.7343 4.4654 4.3426 -0.2872 0.2813 0.0345
Si 1.9336 7.8145 4.3426 0.1547 -0.0504 -0.0136
Si 5.8008 7.8145 4.3426 0.0272 -0.0628 0.1491
Si 9.6679 7.8145 4.3426 -0.1882 0.196 0.2783
Si 0 11.1635 4.3426 -0.0455 0.1302 0.1227
Si 3.8672 11.1635 4.3426 -0.2232 -0.1656 -0.0313
Si 7.7343 11.1635 4.3426 -0.0623 -0.0984 -0.1442
Si 0 0 36.8516 0.1793 -0.077 -0.4711
Si 3.8672 0 36.8516 -0.3133 0.2386 -0.1127
Si 7.7343 0 36.8516 -0.2375 -0.25 -0.5925
Si 1.9336 3.3491 36.8516 0.1855 0.2014 -1.4847
Si 5.8008 3.3491 36.8516 0.1884 -0.4388 -0.1859
Si 9.6679 3.3491 36.8516 0.2333 0.0017 1.1451
Si 0 6.6981 36.8516 0.3214 0.4448 -0.221
Si 3.8672 6.6981 36.8516 -0.0052 -0.1495 0.802
Si 7.7343 6.6981 36.8516 0.3992 -0.013 0.24
Si 1.9336 10.0472 36.8516 -0.1836 -0.1103 0.4091
Si 5.8008 10.0472 36.8516 0.0156 0.0214 0.197
Si 9.6679 10.0472 36.8516 -0.1321 0.0082 0.2084
Si 0 0 39.2197 0.0413 0.0115 0.0194
Si 3.8672 0 39.2197 -0.121 0.071 -0.0006
Si 7.7343 0 39.2197 -0.0298 -0.0656 0.0387
Si 1.9336 3.3491 39.2197 0.0162 0.076 0.0955
Si 5.8008 3.3491 39.2197 0.0889 -0.1765 0.0353
Si 9.6679 3.3491 39.2197 0.1748 0.0211 -0.0289
Si 0 6.6981 39.2197 0.1913 0.1894 0.0529
Si 3.8672 6.6981 39.2197 -0.1143 -0.1527 -0.0552
Si 7.7343 6.6981 39.2197 0.0896 -0.0107 0.0159
Si 1.9336 10.0472 39.2197 -0.1462 -0.0552 0.0114
Si 5.8008 10.0472 39.2197 0.0061 -0.0314 0.0137
Si 9.6679 10.0472 39.2197 -0.044 -0.0168 -0.0073
Si 0 2.2327 40.0091 -0.1222 0.0061 -0.0132
Si 3.8672 2.2327 40.0091 0.022 -0.0366 -0.0712
Si 7.7343 2.2327 40.0091 0.0397 0.0558 -0.011
Si 1.9336 5.5818 40.0091 0.0508 0.0864 0.0429
Si 5.8008 5.5818 40.0091 -0.0391 0.0613 -0.0387
Si 9.6679 5.5818 40.0091 -0.0776 -0.0459 -0.0169
Si 0 8.9308 40.0091 0.0273 0.0035 0.072
Si 3.8672 8.9308 40.0091 0.0069 -0.0015 -0.0186
Si 7.7343 8.9308 40.0091 -0.0019 0.0083 0.0313
Si 1.9336 12.2799 40.0091 0.0037 -0.0209 -0.0014
Si 5.8008 12.2799 40.0091 -0.005 -0.0256 -0.0526
Si 9.6679 12.2799 40.0091 0.0067 -0.0433 -0.0333
Si 3.9516 -4.6266 21.8543 0.0049 0.0003 0.0098
Si 3.8157 -0.2256 30.2176 -0.0003 -0.0039 -0.0014
Si 11.3165 -4.4497 32.5138 -0.0118 -0.0047 -0.0017
Si -0.7972 -0.4826 27.4772 0.002 -0.004 -0.0143
Si 11.378 -0.8366 29.7403 -0.0066 0.002 0.0068
Si 6.1112 0.0877 26.0414 0.004 -0.0051 0.0046
Si -3.7601 11.9133 27.7477 0.0117 -0.0029 -0.0177
Si 9.5306 10.6314 23.8815 -0.0018 -0.0014 0.0012
Si 3.2484 7.0992 20.1121 -0.0058 -0.0072 0.0011
Si 5.62 16.5518 25.9196 -0.0087 0.0005 -0.0001
Si 1.6454 6.9097 28.0558 0.0023 -0.0007 0.0104
Si 8.5949 13.685 31.1848 0.0127 0.0114 0.0091
Si -0.5569 8.6307 22.5726 -0.0037 0.0013 0.0017
Si 1.5709 2.3058 21.3019 0.0034 -0.0008 0.0031
Si 7.7203 -1.5117 29.9817 -0.0039 -0.0143 0.0078
Si -2.6192 9.9386 21.2375 0.0006 0.0002 0.0068
Si 11.4016 2.0589 32.4535 0.0099 -0.0007 0.0093
Si 15.0694 4.2975 32.3459 0.0018 0.0037 -0.0006
Si -3.3151 5.134 23.6623 0.0038 0.0013 -0.0035
Si 1.9035 11.8477 30.6337 0.0029 0.0078 0.0007
Si 9.2945 7.0638 29.5602 -0.0006 -0.0018 0.0043
Si 1.8363 8.1284 32.0301 0.0037 -0.0036 -0.0039
Si 3.5113 13.8321 22.7805 0.0004 -0.0008 -0.001
Si 9.7662 10.9242 30.5145 -0.0032 0.0017 -0.0147
Si -4.914 7.9573 30.6507 -0.0059 -0.0043 -0.0055
Si 5.5094 -1.8981 30.5546 -0.0068 0.0014 0.0055
Si 7.4247 1.618 32.6865 -0.0014 0.0031 0.0011
Si 2.4907 9.5536 30.2289 0.0026 -0.0084 0.0026
Si 2.8205 2.238 25.3528 -0.002 0.0004 0.0028
Si 6.919 3.9561 32.5818 -0.0096 -0.0151 0.0169
Si -0.8038 8.8716 30.1201 -0.0024 -0.0053 0.009
Si 4.859 9.3054 29.7927 0.0015 -0.0071 -0.0084
Si 7.4555 8.3257 32.9222 -0.0039 -0.0045 0.0039
Si 1.7278 12.0333 32.9687 -0.0062 -0.0069 -0.0006
Si 5.5418 11.5985 32.9327 0.0098 0.0019 0.0003
Si 9.3788 11.8132 32.6189 -0.0021 0.0054 0.0021
Si 1.7581 0.9377 33.4759 0.0005 0.0097 -0.0006
Si 5.5848 0.5245 33.605 -0.0052 -0.0083 0.0023
Si 9.4729 1.9087 33.8901 -0.0008 -0.0028 -0.0042
Si -0.9677 5.3786 33.8919 0.0026 -0.0071 0.0037
Si 5.0807 4.995 33.8091 0.0034 0.0043 0.0039
Si 8.7064 4.137 34.0294 0.0015 0.0037 0.0016
Si 3.2433 8.3984 33.8679 -0.0083 0.0051 0.0034
Si 5.4382 7.3676 33.9295 0.0128 -0.0034 -0.006
Si 9.7195 7.5849 33.6954 -0.0006 0.0158 -0.0033
Si -0.2444 11.0555 33.6716 0.01 0.001 0.0113
Si 3.551 10.7784 33.8738 -0.0007 -0.0026 0.0038
Si 7.5608 10.6469 33.6533 -0.0124 -0.0063 0.0051
Si 1.9183 1.1191 35.9408 -0.0008 -0.0006 -0.0013
Si 5.7736 1.0661 35.9848 -0.0008 0.0003 0.0008
Si 9.6677 1.1294 36.0998 -0.0018 -0.0027 0.0094
Si -0.0581 4.5263 36.027 -0.0009 -0.0003 -0.0024
Si 3.9698 4.4957 35.996 -0.0081 -0.0036 -0.0017
Si 7.7628 4.4538 36.1473 -0.0093 0.0003 -0.001
Si 2.0261 7.8561 35.9742 -0.0004 0.0002 0.0003
Si 5.7957 7.7921 36.1794 -0.0016 -0.0015 0.0023
Si 9.6747 7.8386 36.062 -0.0051 0.0005 0.0036
Si -0.0206 11.1356 36.0435 -0.0012 0.0009 -0.0056
Si 3.8474 11.1655 36.1469 0.0012 0.0026 0.0023
Si 7.7291 11.1137 36.0155 0.0018 0.0015 -0.002
Si 0.0134 -0.0135 5.2135 0.0015 -0.0015 0.0001
Si 3.8559 0.0004 5.0697 0.0006 0.0009 0.0036
Si 7.7303 -0.0034 5.0741 -0.001 -0.0003 0.0034
Si 1.9288 3.3612 5.1316 0.0018 -0.0009 0.0008
Si 5.7873 3.3642 5.1667 -0.0016 -0.0029 0.0013
Si 9.6725 3.3611 5.0057 -0.0022 -0.0009 -0.0098
Si 0.001 6.6901 5.071 0 0.0013 -0.0012
Si 3.8758 6.6943 5.1659 0.0005 0.0001 0.0025
Si 7.7326 6.7122 5.1962 0.0009 0.0018 0.0018
Si 1.9097 10.0315 5.1501 -0.001 -0.0026 0.0011
Si 5.7864 10.0469 5.132 -0.0009 -0.0006 0.0002
Si 9.6621 10.0818 5.1612 0.0017 0.0043 -0.0038
Si 0.0365 -0.0204 7.6581 0.0009 0.0028 -0.0004
Si 3.7971 -0.0098 7.3961 -0.0029 -0.005 -0.0011
Si 7.7044 0.0485 7.4034 0.003 0.0024 -0.0017
Si 1.8864 3.4256 7.5002 -0.0026 0.0013 -0.0018
Si 5.7189 3.422 7.5604 0.0007 0.0018 0.0022
Si 9.6452 3.3538 7.2979 0.0022 -0.002 0.005
Si -0.0475 6.6898 7.4003 0.0002 -0.0043 0.0021
Si 3.8852 6.6982 7.5645 0.0016 -0.0036 -0.0008
Si 7.7273 6.7646 7.6182 0.0013 0.0016 0.0008
Si 1.8002 9.9606 7.5306 -0.0013 -0.004 -0.0002
Si 5.6641 10.087 7.4986 0.0065 -0.0013 -0.0005
Si 9.5542 10.1995 7.551 -0.0059 0.0005 0.0001
Si -0.0472 2.2808 8.1983 -0.0034 -0.0006 0.002
Si 3.7595 2.2172 8.2347 0.0011 0.0038 -0.0041
Si 7.7067 2.298 8.0494 0.0006 -0.0022 0.0045
Si 1.8955 5.6632 8.3111 0.0039 0.0005 -0.0014
Si 5.8128 5.6324 8.4921 -0.0058 -0.001 0.0035
Si 3.9852 4.7612 14.7081 0.001 0.0132 0.006
Si -0.2369 8.8665 8.2684 0.003 0.0043 -0.0055
Si 3.7623 8.9108 8.3428 -0.002 -0.0013 0.0017
Si 7.6311 9.0976 8.3325 0.0008 -0.0024 -0.0112
Si 2.0098 12.1401 8.3964 0.0043 0.0034 0.0004
Si 5.757 12.3515 8.1772 -0.0033 -0.0026 0.0007
Si 9.5825 12.4689 8.4432 -0.0029 0.0027 0.0011
Si -3.1475 2.3816 10.2306 0.0026 -0.0033 -0.0019
Si 5.9017 8.1798 11.6184 0.0007 -0.0023 -0.0004
Si 6.2987 -1.2081 14.5019 -0.0078 -0.0096 0.0076
Si -1.7006 5.6685 10.579 -0.005 -0.0095 0.0083
Si 10.8738 7.9423 10.4224 0.0066 -0.0065 0.0122
Si 7.554 9.7378 10.6319 -0.0083 0.0075 0.0141
Si -2.5077 8.8793 13.889 -0.0024 -0.0151 0.0252
Si 1.4711 3.6467 16.2108 -0.007 0.0011 0.001
Si 6.0179 3.7547 22.8619 0.0016 -0.0019 -0.0025
Si -1.1617 14.3656 11.9723 0.0044 0.0007 -0.0041
Si 5.608 10.0154 15.0611 0.0002 0.0107 -0.0004
Si 6.7578 8.2343 13.8955 0.0042 0.0005 -0.0055
Si -0.7193 2.6093 10.4108 -0.0034 0.0031 -0.0034
Si 3.6724 1.874 10.5535 -0.0005 0.0034 0.0066
Si 13.6065 0.8797 17.1538 0.0016 -0.0027 -0.0039
Si 0.9717 3.4056 24.2607 -0.0037 0.0007 0.0037
Si 9.6824 5.5223 8.2293 -0.0038 0.0004 -0.0047
Si 8.8397 -0.0726 10.6327 -0.0049 0.0003 -0.0024
Si 6.5597 3.708 15.4164 -0.0032 0.0062 0.0047
Si 5.1424 12.6077 10.4471 0.0021 0.0078 0.0005
Si 13.045 7.8945 11.4496 0.0018 -0.0082 -0.005
Si -5.6315 5.7782 10.9433 -0.0062 0.0005 -0.0018
Si 0.1079 17.8881 11.5454 0.0018 -0.0014 0.0019
Si 11.9207 9.0593 13.2466 -0.0119 -0.0017 -0.0125
O 12.164 -8.6513 17.012 0.0014 0.0009 -0.0011
O 37.6182 -3.583 22.5189 -0.0005 -0.0021 -0.0009
O 14.5135 -9.115 15.8073 0.0085 0.002 -0.0093
O 44.6476 9.2226 17.5349 -0.0021 -0.0075 0.0036
O 12.3176 16.6585 14.7882 -0.0008 0.0011 0.0013
O -17.4578 -9.4611 24.4706 -0.0014 -0.0019 0.0039
O 13.8263 1.2459 11.0939 0.0007 0.0026 -0.0065
O -16.3878 -13.6286 27.4609 -0.0095 0.0023 -0.007
O 10.2153 10.8113 20.5643 0.0011 -0.0016 -0.0004
O 36.9765 12.0554 11.8447 0.0069 0.0004 -0.0041
O 2.7481 9.4067 16.5675 -0.0012 -0.0038 0.0051
O -1.9983 -18.3025 21.7629 0.0007 -0.0013 0.0003
O 1.338 -10.314 22.7139 -0.0011 0.0019 -0.0014
O 3.2521 -6.6495 27.7402 -0.0084 -0.0047 0.0033
O 0.5228 -4.6831 21.3634 0.0015 -0.0009 0.0007
O -5.1077 18.7553 18.6337 0.004 0.027 -0.0096
O 10.2871 32.6571 25.6801 -0.002 -0.0033 0.0061
O -18.6408 -13.7671 26.1726 0.0025 -0.0016 -0.0029
O 19.3306 -3.5581 20.22 -0.0046 -0.003 -0.0013
O 23.5161 19.2713 14.6592 -0.0008 -0.0005 0.0027
O 6.6655 15.7004 22.5343 -0.0006 -0.0004 0.003
O 4.9783 8.7707 28.1959 0.0011 0.0025 0.0056
O 13.9643 -12.3357 26.436 0.0007 -0.0002 -0.0003
O 1.7189 -10.9316 17.2905 -0.0022 0.0018 0.0007
Si 10.8373 5.4858 27.1868 -0.0021 -0.0029 0.0001
Si 14.317 -3.2791 15.1045 0.0039 0.0066 0.0029
Si -0.1086 -8.9581 13.9389 0.0067 0.0004 -0.0076
Si -9.9565 5.9754 31.0452 0.0107 -0.0021 -0.0044
Si 6.3123 17.1545 18.4946 0.005 0.0029 -0.0004
Si 25.4483 11.922 18.838 -0.0069 0.004 -0.0041
Si 7.3937 -0.7105 17.2679 0.0049 -0.0017 -0.0015
Si 1.9252 -7.6992 10.6945 0.0018 -0.0064 0.0039
Si 10.0768 2.4506 28.115 -0.002 -0.0005 -0.0039
Si -0.3495 -1.3701 20.1855 -0.0019 0.0003 -0.0005
Si 14.9134 -13.4598 27.1814 -0.0013 0.0028 0.0076
Si -4.7572 -6.4891 18.3523 0.0202 -0.0205 -0.0145
Si 10.9642 6.0178 24.1861 0.0002 0.0008 -0.0041
Si 14.6549 11.4745 10.5478 -0.0129 0.0006 0.0066
Si 26.1758 24.2506 23.8054 0.003 -0.0042 0.0055
Si -1.8759 -10.9702 23.9629 0.0013 -0.0033 -0.0034
Si 19.8964 -0.194 24.0804 0.0035 0.0009 -0.0034
Si 9.4136 10.4654 16.5743 -0.0055 -0.001 0.001
Si 5.2423 -2.5169 18.1923 0.0027 0.0021 -0.0027
Si 17.7666 9.4741 19.85 0.0053 0.0039 0
Si 7.2494 17.2073 27.6909 0.0048 -0.0038 0.0011
Si 0.5332 4.3565 32.4357 0.0113 -0.0056 0.0024
Si 3.7649 14.6534 32.2082 0.0018 0.0107 0.0024
Si 22.4032 14.8869 21.0594 -0.0096 -0.0036 -0.0043
Si 7.9728 -9.025 11.5008 0.0115 -0.0002 0.0038
Si 11.8922 -7.2112 16.2783 -0.0014 -0.0095 0.0031
Si 18.7045 -1.4505 11.4552 0.0033 -0.0078 0.0111
Si -1.7165 -5.7394 17.998 -0.0093 -0.0032 0.003
Si 8.787 3.219 13.5177 -0.0048 0.0028 -0.0158
Si 19.7369 1.4952 19.3271 0.0008 -0.0009 0.0016
Si 3.878 -8.5567 11.6563 -0.0028 0.0004 -0.0048
Si 1.4004 11.025 26.5823 -0.0009 -0.0092 0.0044
Si 9.6871 -3.9233 11.7211 0.0073 0.0063 -0.0117
Si 18.1525 0.8218 21.8846 0.0035 -0.0006 -0.0006
Si -4.4097 5.068 30.5267 0.0118 0.0067 -0.0186
Si 1.0257 9.1682 28.3814 0.0014 0.01 -0.0016
Si 15.6035 4.0479 20.4909 0.0019 -0.0028 -0.0007
Si 0.5911 -5.4266 19.9229 -0.0069 -0.0025 -0.0007
Si 18.9132 19.8626 26.3076 0.0041 0.0083 -0.0061
Si 7.7423 -4.0717 25.9688 -0.0007 0.0026 -0.0023
Si 24.973 0.187 12.2812 -0.0111 -0.0022 0.009
Si 16.1212 7.5887 27.1531 0.0009 0.0024 0.0023
Si -12.663 14.7255 30.3375 -0.0044 -0.0111 -0.0044
Si 23.2249 -1.1271 17.2332 -0.0029 0.0025 0.0006
Si -8.0813 9.0895 10.7166 0.0016 -0.0024 0.0012
Si 3.4017 -0.2048 14.7899 -0.001 0.0007 0.0013
Si 17.778 6.6242 15.4216 -0.0087 0.0005 0.0092
Si 2.2508 -5.1023 17.6168 -0.0038 -0.0021 -0.0008
Si -6.6405 22.3656 24.5551 0.0009 0 0.001
O 1.6335 -6.659 20.1861 0.0059 0.0005 -0.0001
O 6.1794 16.6625 16.9387 0.0008 -0.0006 0.0004
O -21.9674 19.612 29.4915 0.0037 0.0013 -0.0053
O 27.1858 16.5014 26.1672 0.004 -0.0045 -0.0028
O 18.7674 -8.5163 22.4864 -0.0018 -0.0028 0.0012
O 6.1499 34.6603 19.4712 0.0017 -0.0044 -0.0004
O -6.6633 -0.3076 14.2665 -0.0038 0.0019 0
O -14.2813 1.1927 24.6339 -0.0006 0.0012 0.0026
O 0.8121 5.9342 27.0384 0.0013 -0.0038 -0.0005
O 20.9267 -27.9098 27.1823 0 0.0016 0.0086
O 8.4494 10.5772 22.6427 0 -0.0032 -0.0006
O 32.7711 -1.195 24.2463 0.0031 -0.0025 0.0013
O 18.6141 27.6175 20.3222 -0.0012 -0.002 0.0014
O 8.442 20.4984 18.4177 -0.0286 -0.003 -0.0034
O 39.4928 -18.6927 23.1854 -0.0032 0 -0.0024
O 17.7728 -7.0275 30.6083 0.0001 0.0128 0.0007
O 27.6661 10.5146 24.3917 -0.0012 0.0012 0.001
O 1.5007 20.5744 16.7002 0.0028 0.0005 0.0018
O -16.0255 12.1035 13.1178 0.0067 0.0013 -0.0217
O -9.232 -13.2264 18.5957 0 -0.0034 0.0031
O 23.0405 -19.292 23.6855 0 -0.0026 0.0021
O -3.1473 29.4642 27.8134 -0.0016 0.0004 0.0027
O 40.7815 -14.4429 18.0272 -0.0082 -0.0013 0.0046
O 8.7157 3.673 24.2728 -0.0019 0.0001 0.0047
O -25.0801 5.7166 23.1339 -0.0002 -0.0022 0.0036
O 10.4582 6.7735 16.7565 -0.0016 0.0016 0.0032
O 8.2964 24.7179 17.3905 0.0051 -0.0066 -0.0012
O 15.6799 8.2949 25.7545 -0.0019 0.0008 0
O 11.7769 0.2559 12.6089 0.014 -0.0048 -0.0005
O 7.1732 26.3581 15.6677 0.0015 0.0045 0.0027
O 9.0842 36.5091 25.1441 0.0001 -0.0025 0.0024
O 17.9308 7.3587 16.8749 0.009 -0.0201 0.0095
O -0.5827 -0.1411 21.242 0.0018 -0.0007 0.0011
O 2.5248 43.5199 20.4085 -0.0005 -0.0019 -0.0003
O 15.6479 -10.1742 11.3903 -0.0011 0.0061 0.0021
O -19.2921 16.2378 31.7031 -0.0019 -0.0076 0.0049
O 1.8902 10.626 25.0479 -0.0011 0.0031 0.0036
O 10.8588 12.5277 18.6655 -0.0004 -0.0019 0.0004
O -4.0412 19.5347 24.7313 -0.003 -0.0015 0.0048
O 2.7596 11.7412 15.1574 -0.0027 0.0008 0.0005
O 22.3772 -5.9495 19.3473 -0.0018 0.0007 -0.0019
O 19.248 16.4229 19.0631 -0.0056 0.0016 -0.002
O 14.1725 -14.9077 27.3648 -0.0024 -0.0051 -0.0004
O 19.7061 13.9756 17.964 -0.001 -0.0008 0
O 28.3792 30.4391 14.5441 -0.0006 -0.0005 0.0025
O -10.2238 -17.0988 14.3037 -0.009 0 0.0022
O 8.0279 21.2816 26.6891 0 -0.0038 0.005
O 21.4882 -9.1763 14.2198 -0.005 -0.0053 0.0033
O 28.0828 0.8084 10.886 -0.0005 -0.004 -0.0007
O -0.9144 -5.0702 14.1357 0.0019 0.0043 -0.0049
O 27.8078 6.1674 15.2659 0.0036 -0.0145 -0.0023
O 10.6728 -12.2266 27.2348 -0.002 -0.0024 0.0095
O 25.7624 -12.8244 13.6431 -0.0045 -0.0004 -0.0024
O 15.7158 9.6752 14.3741 0.0091 -0.007 0.0018
O 30.5733 -2.8948 27.0292 -0.0016 0.002 0.0066
O 9.6794 28.44 19.8599 0.0052 0.0004 0.004
O 36.0814 11.6539 20.159 0.0018 -0.0018 0.0023
O 12.2704 -21.761 24.1895 -0.0001 -0.0004 0.0008
O 2.9379 -1.0004 23.2984 -0.0014 -0.0001 0.0003
O -0.4856 -3.1454 12.3535 -0.0062 -0.0011 0.0099
O -15.2721 -8.1809 27.1564 0.004 -0.0015 0.0011
O 50.1712 13.8527 28.6724 -0.0017 -0.0003 -0.0029
O 28.2274 -39.9194 22.1414 -0.0038 -0.0011 0.0016
O 22.5851 10.0633 23.3831 0.0013 -0.0012 0.0004
O 6.5353 9.034 24.9161 -0.0013 -0.0014 -0.0005
O 18.3605 4.1201 29.2405 -0.0002 0.0031 0.0078
O 5.1369 23.0557 21.1159 -0.0018 -0.0036 0.0019
O 28.1779 -23.4307 19.3572 -0.0025 0.0003 0.001
O 15.0705 7.6901 18.5559 0 -0.0015 0.0035
O 2.4912 14.3664 21.6192 0.0002 -0.0022 -0.0005
O -5.8666 6.5494 26.7775 -0.0017 -0.0043 0.0036
O -0.8313 3.8986 27.6539 0.003 0.0021 -0.0025
O 11.7573 -1.3014 26.4023 -0.0011 0.0002 0.0042
O 21.1704 15.2027 13.1323 -0.0031 0.0059 0.0125
O -17.832 -30.0584 16.7199 -0.0034 -0.0076 0.0004
O 12.186 0.2565 16.5737 -0.0011 -0.0034 0.0031
O 7.679 2.797 14.6659 0.0039 -0.0043 0.0001
O -17.02 1.6501 25.6609 0.0009 -0.0024 0.0009
O 11.1659 -10.723 24.7057 -0.0001 -0.0016 0.0024
O 15.5777 5.6566 20.2366 0.0004 -0.0009 0.0005
O 8.8409 -16.8331 15.1369 0.0004 -0.002 -0.002
O 10.0572 15.5326 22.3836 0.0006 0.0001 0.0025
O 14.7562 -8.1157 31.0594 -0.0135 0.0086 -0.0011
O -0.9319 24.8463 16.2204 0.0006 -0.0034 0.0021
O 3.3653 -8.3767 13.2272 0.0104 0.0008 0.0088
O 3.278 -12.7127 16.1487 0.0004 -0.0023 -0.0015
O -16.2135 -0.7145 24.928 -0.0085 -0.0017 0.0076
O 1.2224 -17.8667 18.7449 0.0009 -0.0018 0.0023
O 7.9061 21.3921 29.4907 -0.0045 0.0046 0.0058
O 24.5569 11.3886 17.5697 0.001 -0.0025 0.0018
O -4.4935 5.2604 15.4129 -0.0013 -0.0051 0.0043
O 7.7249 -13.4761 22.5646 -0.0015 -0.0003 0.0002
O 20.3545 19.0847 30.3633 -0.0006 -0.0049 -0.0007
O 16.2466 17.2846 21.9965 -0.0006 -0.0008 0.0032
O 10.0722 6.478 28.2407 -0.0014 0.0007 0.0011
O 26.7241 14.895 24.037 0.0009 -0.0015 0.0031
O 25.2489 -9.2218 33.2165 -0.0111 -0.0053 0.0067
O -7.8939 37.9923 18.7774 0.0021 -0.0037 0.002

Results
free energy: -222570.796 eV
free energy less fixed offsets of O -568.88, Si -635.61 eV per atom: 14.574 eV

The program warned: the cutoff lies below the one the program advises for these potential files; the exchange-correlation potential is rough where the density is thin.
